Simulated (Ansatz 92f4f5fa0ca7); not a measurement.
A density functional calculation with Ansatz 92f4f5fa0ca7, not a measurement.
Periodic cell of 216 atoms, Si120O64H32, with a vacuum gap, from a study of silicon, its oxide and their interface. The atomic structure is a simulated model.

Settings
functional: r2SCAN
potential files: Ansatz PAW
basis: plane waves
wave-function cutoff: 800 eV
density cutoff ratio: 5
exchange-correlation grid ratio: 1
k mesh: 1 x 1 x 1, shifted by 0.5 0.5 0 of a step
self-consistency stop: 1e-11 eV per atom in the density residual
occupations: fixed
spin: none
net charge: 0
applied field: sawtooth along c, amplitude -0.015 V/angstrom in the program's sign convention, ramp centred at 0.9874 of c and 0.0251 of c wide, no dipole correction

Cell vectors (angstrom)
a  10.888  0  0
b  0  10.888  0
c  0  0  39.7742

Atoms and the computed forces on them: element, x, y, z (angstrom), force x, y, z (eV/angstrom)
Si  -3.663  -2.6247  24.1588  -0.0048  0.0009  -0.0135
Si  1.8326  0.4028  26.788  0.0031  -0.0055  -0.0175
Si  0.2238  7.242  24.8  -0.0017  -0.0009  -0.0141
Si  0.766  6.127  21.8622  0  -0.0002  -0.0248
Si  9.2769  -1.2074  22.5452  0  0.0065  -0.0369
Si  5.9408  1.6741  25.1046  -0.0004  -0.0026  -0.0222
Si  2.7065  5.5878  28.7801  0.0099  -0.0054  0.0028
Si  8.4153  7.7217  26.093  0.0025  0.0013  -0.0001
Si  1.683  2.6473  27.0854  -0.0052  -0.0079  -0.0185
Si  5.008  4.5547  25.7938  0.0028  0.0007  -0.0223
Si  1.8643  7.3653  27.4124  0.0059  0.0082  -0.0277
Si  3.7311  8.9714  27.3361  -0.0127  0.0061  0.0013
Si  5.3979  2.7156  28.7501  0.022  0.0149  0.0162
Si  8.9901  3.5739  27.7158  -0.0124  -0.0051  -0.0223
Si  6.9264  6.5726  27.46  0.0265  0.0132  -0.0199
Si  9.3936  9.5134  27.3329  -0.016  -0.0052  -0.0119
Si  0.0353  2.8156  28.8229  -0.0048  -0.013  0.0206
Si  2.7871  -0.2765  28.7887  -0.0164  -0.0026  -0.0063
Si  0.0292  8.2423  28.6796  0.0071  0.0165  0.0127
Si  3.671  3.8593  27.5458  -0.0106  -0.0037  -0.0005
Si  7.3338  1.8225  27.6372  0.0101  0.0082  -0.019
Si  8.2089  0.0065  28.8284  0.024  0.0025  0.0032
Si  5.5107  8.0529  28.6242  -0.007  0.0078  0.0125
Si  8.168  5.3501  28.9484  -0.0101  -0.0207  0.0114
Si  1.3236  4.2335  30.1625  0.0102  -0.0173  0.027
Si  4.0697  1.285  30.052  -0.019  -0.013  0.0377
Si  1.3252  9.4898  30.2012  0.0062  0.0102  0.0167
Si  4.1653  6.8027  30.1418  0.0006  -0.0129  0.0321
Si  6.7252  4.0425  30.2252  -0.0055  0.0211  0.0138
Si  9.6743  1.2961  30.1588  -0.0176  -0.0189  0.0136
Si  6.7683  9.5046  30.0519  -0.0007  -0.0049  0.0263
Si  9.592  6.8193  30.0838  0.0149  0.0191  0.0409
Si  0.0411  -0.024  31.5893  0.0076  -0.0137  0.1813
Si  2.7102  2.7313  31.4012  0.0206  -0.0105  0.1786
Si  -0.0132  5.5115  31.5468  -0.0138  -0.007  0.2099
Si  2.743  8.1339  31.4878  0.0032  0.0035  0.1647
Si  5.4249  -0.0358  31.4522  0.0123  0.009  0.1616
Si  8.2039  2.6725  31.4518  0.012  -0.0027  0.1487
Si  5.4382  5.4368  31.5729  0.0027  -0.0062  0.1686
Si  8.1687  8.1629  31.4237  -0.0274  0.0181  0.1814
Si  1.4057  1.3855  32.8629  -0.0958  -0.0542  0.2028
Si  4.0456  4.0579  32.8466  0.0669  0.0301  0.2386
Si  1.3639  6.8352  32.8727  0.1217  -0.0688  0.4905
Si  4.0806  9.5164  32.8387  0.0063  -0.0173  0.2791
Si  6.8192  1.3269  32.7913  0.0315  -0.112  0.2531
Si  9.5267  4.077  32.8264  -0.0978  0.0508  0.2585
Si  6.8342  6.8171  32.8581  0.0044  -0.0751  0.1584
Si  9.4969  9.509  32.857  0.1032  0.0469  0.2112
Si  0.0004  2.7237  6.932  -0.0415  -0.0851  -0.2249
Si  2.7563  -0.0017  6.9488  -0.0319  -0.1084  -0.2216
Si  0.0156  8.2024  6.9532  0.0313  -0.0124  -0.2959
Si  2.6812  5.4432  6.9238  -0.0584  0.2522  -0.4546
Si  5.4608  2.6922  6.8828  0.0337  0.0203  -0.2916
Si  8.1349  -0.0051  6.9308  0.0044  0.1152  -0.2839
Si  5.4441  8.1787  6.939  -0.1616  0.0269  -0.2212
Si  8.2058  5.4448  6.9296  0.0691  -0.0341  -0.3281
Si  1.3411  4.0988  8.2915  -0.0031  -0.0247  -0.2011
Si  4.1392  1.3354  8.2902  -0.0288  0.0432  -0.1913
Si  1.3762  9.5543  8.332  0.0359  -0.036  -0.173
Si  4.0251  6.8297  8.2579  -0.0415  0.0534  -0.1703
Si  6.8295  4.0552  8.2263  0.0213  -0.0147  -0.1768
Si  9.5299  1.331  8.2787  0.0252  -0.0272  -0.1611
Si  6.7632  9.5729  8.317  0.0101  -0.0134  -0.1866
Si  9.5531  6.8349  8.2921  -0.0433  0.0444  -0.1754
Si  0.0123  0.0169  9.6911  -0.0195  0.0031  -0.0156
Si  2.7636  2.7257  9.5601  0.0072  -0.0029  -0.0198
Si  0.0118  5.4803  9.6637  0.0039  0.0081  -0.0208
Si  2.7144  8.1871  9.7294  0.0081  -0.011  -0.0269
Si  5.4176  0.0025  9.776  0.0058  0.0069  -0.0298
Si  8.1499  2.6669  9.6236  0.0009  0.0049  -0.0235
Si  5.4271  5.4429  9.4823  -0.003  0.0081  -0.0173
Si  8.1808  8.2383  9.6002  0.0137  -0.0141  -0.0112
Si  1.4039  1.4536  10.9608  -0.0059  -0.0042  0.0058
Si  4.1891  4.0307  10.8645  0.003  0.0047  0.0023
Si  1.401  6.7735  11.0964  -0.0024  0.009  -0.0125
Si  7.1157  9.1317  13.7453  0.0016  -0.005  -0.0197
Si  6.8514  1.3341  11.1136  0.0054  0.0136  -0.0206
Si  9.4556  4.1196  10.9059  -0.0064  -0.0109  -0.0135
Si  6.6701  6.9169  10.7733  0.003  -0.008  0.0031
Si  9.5539  9.5041  11.0597  -0.0044  0.0024  0.0052
Si  -1.2149  1.4341  13.6132  -0.0073  -0.0043  -0.024
Si  2.655  0.1778  12.5016  0.0042  0.0106  0.008
Si  -0.1234  7.9728  12.4504  -0.0236  -0.0105  0.0036
Si  2.9947  5.4351  12.2462  0.0067  -0.0072  0.0132
Si  5.4957  2.7857  12.4013  -0.0137  0.001  0.0114
Si  5.344  -0.3  15.931  -0.0006  -0.0022  -0.0438
Si  4.008  9.5643  11.1931  -0.0109  -0.0088  -0.0119
Si  7.8971  5.4643  12.0292  0.0017  0.0151  0.017
Si  3.2372  6.247  15.6871  -0.0054  0.0019  -0.0309
Si  3.9789  1.6612  13.7694  -0.0065  0.0016  -0.0254
Si  1.1066  10.3044  14.1195  -0.0055  -0.0042  -0.0246
Si  4.6047  6.3433  13.6948  -0.0068  0.0096  -0.0126
Si  6.3569  4.6346  13.5912  0.0085  -0.0082  -0.0203
Si  10.8581  2.8043  12.2261  0.0003  -0.015  -0.0024
Si  8.2044  10.8441  12.5033  0.0108  -0.0054  0.0121
Si  9.0827  6.7179  13.5102  -0.0007  0.0005  -0.0225
Si  -26.3053  -21.6122  18.7974  0.0008  0.0051  -0.0339
Si  1.0593  -11.0868  18.7302  0.0097  -0.0062  -0.0284
Si  -8.2495  -1.6947  16.608  0.0028  -0.0048  -0.0351
Si  26.6545  -12.2335  20.9254  0.0002  -0.0009  -0.0291
Si  1.3676  12.2628  21.2363  0.0003  0.0016  -0.0385
Si  -8.0477  -0.3103  23.1339  0.0061  0.0032  -0.0236
Si  6.7685  -0.1368  23.0723  -0.0008  0.0007  -0.0252
Si  -18.1845  10.5865  25.4553  -0.0109  0.0051  -0.0156
Si  9.2704  6.6457  19.9711  -0.0025  -0.0042  -0.0308
Si  -23.4913  20.4963  19.4164  -0.0021  0.003  -0.0364
Si  20.384  -6.8222  18.2321  0.003  -0.0045  -0.0394
Si  3.7475  -4.337  20.8254  -0.001  -0.0047  -0.0288
Si  -11.4272  -18.3437  22.1524  -0.0022  -0.0005  -0.0329
Si  21.9461  -1.4456  24.0335  0.0052  -0.0028  0.0003
Si  -11.1227  10.8549  25.8616  0.0068  0.0004  -0.0058
Si  8.8027  -28.5237  15.1618  -0.0037  0.0059  -0.0462
Si  -28.7013  4.6526  18.2281  0.0001  0.0006  -0.041
Si  -16.2684  27.6345  23.2667  0.0026  -0.0048  -0.031
Si  -9.3801  24.506  18.7242  -0.0005  0.004  -0.0243
Si  -4.3231  14.093  19.2372  -0.0003  -0.0016  -0.0318
Si  -14.2125  4.7346  21.5397  -0.0017  -0.0023  -0.0291
Si  16.3535  -13.6463  12.4135  0.0146  -0.0021  0.0104
Si  13.0186  -17.6196  13.9493  0.0036  0.0014  -0.0183
Si  -0.5243  13.9189  25.2617  -0.0023  -0.0011  -0.0243
O  4.074  -16.2352  16.8815  0.0037  -0.0111  0.0297
O  -10.9985  0.4766  14.3866  0.0066  -0.0021  0.0039
O  -13.9751  10.3591  19.0289  0.0042  -0.0042  0.0127
O  27.869  -5.3842  26.5323  -0.0015  0.004  0.027
O  -20.1391  -12.2707  23.2776  -0.0069  -0.0011  0.009
O  8.9576  8.0199  19.1844  0.0007  -0.0006  0.0121
O  4.5419  16.2263  24.4551  -0.0012  -0.0058  0.0255
O  -8.8288  26.9682  15.2213  -0.0002  0.0048  0.0122
O  21.2887  -11.5618  18.5383  -0.0091  -0.0031  0.0184
O  -13.4463  19.2725  22.9444  -0.0026  -0.0034  0.0158
O  8.3537  0.1089  22.8774  0.0002  -0.0016  0.0075
O  10.0482  1.45  25.4636  -0.0001  -0.0006  0.0092
O  -1.2637  5.5456  18.8525  -0.0004  0.0113  0.0234
O  22.4415  14.5406  13.4793  0.0037  0.0089  0.005
O  -12.2011  -1.1223  20.9721  -0.0004  -0.0005  0.02
O  -4.543  1.6282  19.4619  0.0009  -0.001  0.0123
O  2.5386  29.3838  16.2632  -0.0038  0.0076  0.013
O  -6.2688  -15.9697  21.9433  0.0062  -0.0026  0.0139
O  2.2094  -4.2541  21.338  -0.0048  0.0005  0.0156
O  15.3489  8.0035  20.6424  0  0.0018  0.0103
O  -11.2576  6.8842  20.9844  0.0062  -0.0001  0.0154
O  -9.6047  0.0124  20.3401  -0.0016  0.0051  0.0211
O  0.5752  8.8441  13.6592  0.0127  0.0107  0.0089
O  -8.8526  9.5558  18.0802  -0.0098  0.0093  0.0205
O  15.5658  0.8996  25.7324  0.0027  0.002  0.0037
O  -1.3895  5.4954  14.5412  0.0025  -0.0085  0.0203
O  16.9732  11.2188  17.2146  0.0038  0.0027  0.0296
O  -15.3398  31.5081  15.1011  -0.007  0.0076  0.0229
O  0.5559  6.4061  23.4454  -0.0034  0.0084  0.0245
O  -12.071  28.5965  25.5229  -0.006  0.0018  0.0067
O  -7.1685  10.1515  21.8534  -0.0044  0.0023  0.0129
O  -17.9813  -16.096  19.4696  -0.0018  0.0095  0.022
O  15.6045  0.8731  15.005  0.0081  -0.0069  0.0201
O  -18.756  2.8489  14.3964  -0.0013  0.0025  0.003
O  7.2074  -9.5553  26.0528  -0.0033  -0.0015  0.01
O  1.4271  -3.9408  25.8716  0.0096  -0.0046  0.0211
O  -5.7451  -11.5752  19.469  -0.0054  -0.0075  0.0189
O  8.1584  18.8129  14.1981  -0.0033  0.0045  0.0141
O  2.1753  -9.7764  22.6248  0.0047  -0.0061  0.0152
O  -9.0844  -0.804  15.5571  0.0048  -0.0033  0.0252
O  -13.6946  -7.4881  18.6804  -0.0085  -0.0008  0.0238
O  -13.7986  -4.7528  20.8185  -0.0041  -0.0024  0.0109
O  16.2319  -17.9781  18.339  0.005  -0.0022  0.0069
O  16.6331  25.0292  25.183  -0.0037  0.0004  0.0086
O  21.1345  25.2389  23.7431  0.0034  -0.0022  0.0174
O  4.1936  -23.0691  16.4713  -0.0022  -0.0002  0.0119
O  -1.5989  14.7725  26.1188  0.0044  0.0033  0.0126
O  6.0937  -9.6338  23.536  -0.0026  0.0039  0.0146
O  -19.7569  -19.2829  20.2585  -0.0007  -0.0058  0.0188
O  6.875  -16.7617  22.9808  -0.0069  0.0037  0.0151
O  -10.9869  -19.8166  21.6399  -0.0034  0.0013  0.0107
O  23.1802  -9.6442  18.0401  -0.0018  0.0024  0.0058
O  2.6411  14.5825  18.0852  -0.0021  -0.004  0.0169
O  -12.715  2.6357  14.5643  -0.0019  0.0073  0.0084
O  -4.9012  -14.4308  23.6734  0.0036  0.005  0.0114
O  7.182  -6.5359  15.0116  0.0044  -0.0035  0.0159
O  -21.223  4.5291  21.6609  -0.0006  0.0015  0.0015
O  0.9808  3.3837  25.7767  0.0088  0.0006  0.0084
O  -15.3066  3.9504  20.6603  0.0017  0.0056  0.0195
O  10.8716  -18.4674  18.6636  0.0015  -0.0011  0.0135
O  -12.3731  -6.7759  16.6397  0.0023  -0.0007  0.0291
O  30.6596  -7.0786  21.608  0.0044  -0.0018  0.019
O  -4.3426  9.7442  24.3395  0.0004  -0.005  0.0054
O  -4.6669  -44.4682  21.7562  0.0068  0.0031  0.0111
H  0.5641  2.1869  33.7953  0.3511  -0.2166  -0.2457
H  2.2165  0.5528  33.7953  -0.1711  0.441  -0.2414
H  3.23  4.8859  33.779  0.1555  -0.398  -0.2568
H  4.8819  3.2509  33.779  -0.311  0.1953  -0.24
H  0.5478  7.6627  33.8052  0.3928  -0.1911  -0.2466
H  2.1627  5.9911  33.8052  -0.2898  0.2786  -0.2137
H  3.2729  10.352  33.7711  0.2892  -0.3201  -0.272
H  4.9102  8.7025  33.7711  -0.2957  0.275  -0.2597
H  7.6359  0.5  33.7238  -0.4153  0.3097  -0.2355
H  5.9995  2.1508  33.7238  0.2578  -0.2171  -0.3042
H  8.7194  4.913  33.7588  0.2084  -0.4116  -0.2414
H  10.351  3.2577  33.7588  -0.2582  0.2956  -0.2873
H  7.6558  5.9951  33.7905  -0.2512  0.3555  -0.2405
H  6.004  7.6303  33.7905  0.363  -0.1966  -0.2602
H  10.3484  8.718  33.7894  -0.4174  0.1561  -0.24
H  8.6787  10.3343  33.7894  0.2908  -0.3891  -0.2394
H  -0.8239  3.543  5.9996  0.3013  -0.3583  0.2655
H  0.8421  1.9222  5.9996  -0.2635  0.2606  0.2748
H  1.9456  0.831  6.0164  0.2693  -0.2433  0.2976
H  3.5641  -0.8373  6.0164  -0.3772  0.2946  0.2534
H  0.8317  7.3749  6.0207  -0.2572  0.3456  0.2692
H  -0.836  8.9933  6.0207  0.3585  -0.2091  0.279
H  1.8824  6.2873  5.9914  0.2295  -0.4262  0.1891
H  3.4967  4.6152  5.9914  -0.1846  0.2582  0.3192
H  4.6245  3.4993  5.9503  0.1928  -0.2564  0.2988
H  6.2805  1.8683  5.9503  -0.3665  0.3673  0.2285
H  8.9531  -0.8305  5.9983  -0.3677  0.1845  0.2839
H  7.3182  0.8217  5.9983  0.4247  -0.2974  0.2632
H  4.6144  8.9926  6.0065  0.3919  -0.3021  0.2174
H  6.2743  7.3655  6.0065  -0.2403  0.2484  0.3202
H  7.3842  6.2668  5.9972  0.2518  -0.2554  0.2826
H  9.0131  4.6088  5.9972  -0.2499  0.4291  0.2361

Results
free energy: -113755.986 eV
free energy less fixed offsets of H -15.71, O -570.45, Si -639.56 eV per atom: 2.734 eV

The program warned: the cutoff lies below the one the program advises for these potential files; the forces do not sum to zero within the program's tolerance; empty levels may hold ghost states of the PAW files; the exchange-correlation potential is rough where the density is thin.
